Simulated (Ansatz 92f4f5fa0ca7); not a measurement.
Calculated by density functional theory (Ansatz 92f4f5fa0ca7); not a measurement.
Periodic cell of 214 atoms, Si132O78H4, from a study of silicon, its oxide and their interface. The atomic structure is a simulated model.

Settings: functional PBE; potential files Ansatz PAW; basis plane waves; wave-function cutoff 700 eV; density cutoff ratio 5; exchange-correlation grid ratio 1; k mesh 2 x 2 x 1, shifted by 0.5 0.5 0.5 of a step; self-consistency stop 5e-08 eV per atom in the density residual; occupations fixed; spin none; net charge 0.

Cell vectors (angstrom)
a	10.938	0	0
b	0	10.938	0
c	0	0	31.3387

Atoms and the computed forces on them: element, x, y, z (angstrom), force x, y, z (eV/angstrom)
Si	10.3422	0.5145	23.9912	-0.0125	0.0285	-0.0297
Si	5.716	10.6287	23.9287	0.0304	-0.0267	-0.0554
Si	2.1924	3.0449	23.9152	-0.0363	0.0135	-0.0452
Si	8.6436	2.2246	24.0068	0.0234	-0.0091	-0.0237
Si	0.3337	4.8872	23.88	0.0085	-0.0547	-0.0452
Si	4.8799	5.9248	24.0407	-0.0229	0.0317	-0.0579
Si	3.1962	7.6499	23.8789	0.0318	-0.0274	-0.0537
Si	7.5032	8.7902	23.8359	-0.045	0.0339	-0.0514
Si	1.181	1.4154	25.2706	-0.0306	0.0019	-0.0343
Si	6.8361	1.3107	25.2242	0.0323	-0.0044	-0.0181
Si	3.9281	4.1051	25.1923	-0.0213	0.003	-0.0127
Si	9.592	3.9873	25.2637	-0.0029	-0.0456	-0.0351
Si	1.335	6.7328	25.0516	0.027	-0.0253	0.0071
Si	6.7081	6.9341	25.1411	-0.0091	0.0227	-0.0074
Si	4.0514	9.4944	25.1514	0.0075	-0.0256	-0.0113
Si	9.3622	9.6275	25.1171	-0.0079	0.0195	-0.0026
Si	2.657	-0.021	26.4521	0.0226	-0.002	0.0767
Si	8.1287	-0.0282	26.6715	-0.0099	-0.0169	-0.0068
Si	-0.0634	2.7247	26.7579	0.0152	0.0157	-0.0033
Si	5.4088	2.7367	26.4659	-0.0027	0.0112	0.0618
Si	2.6279	5.466	26.618	-0.0072	0.0012	-0.0211
Si	8.154	5.4916	26.4201	-0.0093	0.0219	0.0675
Si	-0.0831	8.186	26.3516	0.0068	0.0031	0.0652
Si	5.3939	8.2084	26.6357	0.0064	0.0047	-0.0161
Si	4.0596	1.345	27.8522	-0.0108	-0.0043	0.0015
Si	9.5075	1.3284	28.0254	-0.0058	-0.006	-0.0084
Si	1.3295	4.1074	28.0246	0.0029	0.0035	0.0003
Si	6.7912	4.1224	27.8387	0.0025	0.0073	0.0154
Si	4.0391	6.8194	27.9578	-0.0032	-0.0043	-0.0131
Si	9.5371	6.8376	27.8241	-0.0003	0.0036	0.0103
Si	1.2956	9.5365	27.8184	-0.0169	-0.0071	0.0204
Si	6.778	9.5417	27.9975	0.0116	0.0147	0.0004
Si	0.0041	-0.0292	29.2913	0.0219	-0.0268	-0.0234
Si	5.4345	0.0204	29.2933	-0.0218	0.0128	-0.0164
Si	2.7449	2.7207	29.2929	0.0214	-0.0152	-0.0208
Si	8.1544	2.7695	29.2874	-0.0202	0.0218	-0.0156
Si	-0.0459	5.5112	29.2937	-0.0132	0.0225	-0.0216
Si	5.4574	5.4694	29.2796	0.0203	-0.0198	-0.0209
Si	2.689	8.226	29.2723	-0.0216	0.0186	-0.0176
Si	8.2098	8.1857	29.2821	0.0128	-0.0221	-0.019
Si	1.3673	1.3673	30.6549	0.0438	-0.1452	-0.0824
Si	6.8362	1.3673	30.6549	-0.2368	0.1791	0.0619
Si	4.1018	4.1018	30.6549	0.1443	-0.0724	-0.0293
Si	9.5708	4.1018	30.6549	-0.2161	0.1457	0.024
Si	1.3673	6.8362	30.6549	-0.1827	0.1742	0.0634
Si	6.8362	6.8362	30.6549	0.0526	-0.0992	-0.0994
Si	4.1018	9.5708	30.6549	-0.2686	0.0874	-0.0173
Si	9.5708	9.5708	30.6549	0.0314	-0.1791	-0.007
Si	2.7345	0	0.6835	0.0027	0.12	0.0674
Si	8.2035	0	0.6835	0.2786	-0.1048	0.0096
Si	0	2.7345	0.6835	0.2193	-0.1522	-0.0831
Si	5.469	2.7345	0.6835	-0.0743	0.0795	0.0244
Si	2.7345	5.469	0.6835	0.1742	-0.1316	0.0216
Si	8.2035	5.469	0.6835	-0.1412	0.089	0.045
Si	0	8.2035	0.6835	-0.0476	0.1829	0.0442
Si	5.469	8.2035	0.6835	0.212	-0.1777	-0.0338
Si	4.0946	1.3917	2.0593	-0.0133	0.0238	0.0201
Si	9.627	1.3383	2.0571	0.0216	-0.0191	0.0225
Si	1.4114	4.0607	2.0526	0.0174	-0.025	0.0231
Si	6.8354	4.1023	2.0484	-0.0264	0.0197	0.0262
Si	4.1437	6.8074	2.0569	0.0153	-0.0233	0.0139
Si	9.5664	6.8539	2.0415	-0.0195	0.0126	0.0202
Si	1.3713	9.5864	2.0522	-0.0181	0.0269	0.0217
Si	6.8655	9.5529	2.0475	0.0221	-0.0109	0.0163
Si	0.1011	0.0422	3.5112	0.0269	0.0136	-0.0145
Si	5.52	0.0345	3.3481	-0.0119	-0.0143	0.0033
Si	2.7725	2.7361	3.5307	0.0023	-0.0021	-0.0164
Si	8.2641	2.7499	3.3421	-0.0016	-0.0014	0.0106
Si	0.0419	5.4759	3.3187	0.0034	0.0076	-0.0016
Si	5.4845	5.4295	3.4942	-0.0102	-0.016	-0.0092
Si	2.791	8.2306	3.3506	0.0024	0.0043	0.0175
Si	8.2477	8.2249	3.4755	0.0084	0.003	0.0027
Si	1.4734	1.3895	5.0131	0.0099	-0.0294	-0.0653
Si	6.9286	1.3752	4.6828	-0.0076	0.0038	0.0155
Si	4.1346	4.0748	4.9687	-0.0023	-0.0058	-0.0662
Si	9.6482	4.1126	4.6748	0.0059	-0.005	0.0223
Si	1.4554	6.7964	4.6408	-0.0082	-0.0128	0.0062
Si	6.8747	6.8137	4.8254	0.0008	-0.0064	-0.0681
Si	4.1485	9.6351	4.6923	0.0012	0.0198	0.002
Si	9.6775	9.5956	4.847	-0.0181	-0.0031	-0.0751
Si	2.9675	-0.0241	6.3328	0.0222	-0.0218	-0.0175
Si	8.3079	0.0958	6.1309	-0.0079	0.0363	0.0175
Si	0.0251	2.8813	6.2218	-0.0165	0.024	0.0031
Si	5.6206	2.6301	6.2044	0.0012	-0.0107	0.0044
Si	2.6916	5.5323	6.2281	-0.012	0.0361	0.0043
Si	8.3193	5.436	6.106	0.0214	-0.0122	0.0206
Si	0.1944	8.1657	6.0496	0.0251	0.0065	0.045
Si	5.4464	8.2282	6.0479	-0.0306	-0.0095	0.0316
Si	4.9913	0.7162	7.5133	0.0667	-0.0347	0.055
Si	9.148	1.9643	7.4034	-0.0191	0.0362	0.0502
Si	0.8618	4.7066	7.5472	-0.0396	0.0366	0.0552
Si	7.4036	3.6535	7.3637	0.0265	-0.0306	0.0549
Si	3.6718	7.3629	7.3581	-0.0158	0.0226	0.0263
Si	10.0556	6.5108	7.3059	0.0272	-0.0125	0.0419
Si	1.9536	9.0535	7.3742	0.0118	-0.0349	0.0254
Si	6.6342	9.8416	7.2422	-0.031	0.0215	0.0556
H	1.5156	9.3314	8.781	0.0007	0.0067	-0.0044
H	4.0758	7.021	8.7595	0.0016	-0.0068	-0.0068
O	7.0331	4.0211	8.9531	-0.003	0.0169	0.0029
O	9.6019	1.8037	9.0052	-0.0198	-0.0135	0.0018
O	5.0822	1.0712	9.147	-0.0016	-0.0027	-0.0022
O	7.3158	9.1306	8.598	0.01	-0.0132	-0.0114
O	9.4385	7.3365	8.6281	-0.0282	-0.01	-0.0113
O	1.2652	4.2434	9.1058	-0.0014	0.0095	-0.0042
H	8.2795	2.6373	22.6119	-0.0016	0.0017	0.008
H	10.7633	0.1934	22.5873	0.0012	-0.0038	0.0051
O	10.3275	5.36	22.5684	0.0173	0.011	-0.0038
O	2.7737	2.142	22.6098	0.0249	0.0113	0.0061
O	2.9745	7.8584	22.2319	0.008	0.0048	-0.0044
O	5.2183	5.5318	22.4654	-0.0128	-0.0151	-0.0039
O	4.9754	0.4453	22.615	-0.0078	0.0097	0.0088
O	7.9315	8.2465	22.3292	0.0015	0.0076	0.0047
Si	4.5217	8.2052	14.4865	-0.0025	-0.0036	-0.0057
Si	4.147	1.6379	21.853	0.0058	0.0108	-0.0079
Si	3.9506	1.4292	15.3232	-0.0026	0	0.0015
Si	5.8805	1.2217	10.5592	0.004	-0.0021	0.0002
Si	8.051	7.868	9.3183	-0.0068	-0.0073	0.0077
Si	7.2955	1.5296	14.6698	0.0058	-0.0001	-0.0015
Si	5.8199	7.8296	19.0689	0.0006	0.0002	0.0023
Si	8.566	10.5813	18.8792	-0.0016	-0.0005	0.0063
Si	5.0139	4.5118	21.2292	0.0037	-0.0029	0.012
Si	10.5716	2.85	12.6682	-0.0014	-0.0011	0.0019
Si	1.1289	5.0204	16.9644	0.0012	0.0032	-0.0013
Si	3.2301	8.2903	20.6841	-0.0014	0.002	0.0023
Si	4.606	9.88	17.12	-0.0012	-0.0002	-0.001
Si	9.3261	4.4998	18.4627	-0.0011	-0.0009	-0.0005
Si	8.4123	8.2237	20.7839	0.004	-0.0005	-0.0058
Si	6.4897	4.9837	18.6813	-0.0016	-0.0004	0.0015
Si	1.0062	2.2664	15.5153	-0.001	-0.0022	-0.0032
Si	2.8455	0.0586	19.5296	-0.0021	0.0018	0.0033
Si	4.62	3.9936	11.5396	0.0005	0.0032	0.0002
Si	0.3929	9.3383	15.8728	0.0042	-0.0004	-0.0003
Si	9.1544	1.0769	10.3894	0.0017	-0.005	-0.0028
Si	9.2342	10.486	14.2181	-0.0005	0.0024	-0.0033
Si	6.8083	5.1719	10.0848	-0.0014	0.0073	-0.0058
Si	7.4463	2.2459	17.8139	-0.0009	-0.001	-0.0006
Si	8.7807	5.2297	12.5644	0.0027	-0.002	0.0021
Si	0.4017	0.5581	17.9097	0.0008	0.0043	0.0043
Si	2.3758	5.6234	19.7262	0.0012	-0.0024	-0.0009
Si	5.0701	10.8889	13.1534	-0.0026	-0.0041	-0.0077
Si	10.4135	5.7418	20.9881	-0.0028	0.0026	0.002
Si	1.6159	4.4743	10.6824	0.0045	0.0023	0.0074
Si	9.6748	9.251	11.3333	0.0028	0.0013	-0.0039
Si	6.9937	6.4695	14.9004	0.004	0.0013	0.0022
Si	1.8626	7.1314	14.7254	0.0009	-0.0015	-0.0015
Si	8.6095	8.5723	16.3609	-0.0009	-0.0051	0.0012
Si	0.405	6.8614	11.9538	0.0025	0.0039	-0.0029
Si	5.5315	3.8542	14.4859	-0.0021	0.0041	0.0012
O	9.8282	1.7544	11.7113	-0.0058	0.0052	-0.0103
O	3.0917	3.8983	11.0304	0.003	0.0103	0.0001
O	4.2458	8.7662	15.9943	0.0023	0.0057	-0.0281
O	0.1482	8.414	11.4782	-0.0244	-0.0108	0.007
O	9.9912	0.3968	18.7722	0.0019	-0.017	-0.0174
O	0.8788	6.7214	13.5058	0.0158	0.0106	-0.0038
O	0.6468	3.6363	11.6734	-0.0033	0.0098	0.0007
O	8.6095	9.7942	20.3189	-0.0054	-0.0138	-0.0118
O	9.7026	4.6035	20.0494	0.0016	0.0238	-0.0116
O	3.5217	10.2742	18.2441	0.0043	0.0053	0.0099
O	3.4096	7.0361	14.2217	-0.0033	0.0185	0.0088
O	8.4415	8.3178	10.8297	0.0141	0.0071	-0.0203
O	3.5992	4.815	20.4483	0.0086	0.0175	-0.0006
O	4.7754	0.3721	16.2952	-0.0209	0.0069	-0.0168
O	9.7392	7.2291	20.6966	-0.0164	-0.0157	0.0083
O	7.5109	1.0847	10.4596	0.0001	0.0053	0.0056
O	4.8261	8.2813	20.302	-0.0039	0.0051	-0.0067
O	3.987	1.0337	13.7269	0.012	-0.0063	0.0127
O	5.0936	2.9602	21.7223	-0.024	0.0035	-0.0073
O	4.4611	9.4066	13.3994	0.0017	0.0056	0.0219
O	2.1196	4.9446	18.264	-0.0172	0.0164	0.0043
O	7.9981	5.4146	18.2405	-0.0047	-0.0222	0.0042
O	5.2848	5.1912	10.6556	0.0159	-0.0264	0.0094
O	6.8097	2.9384	14.0132	-0.0246	-0.0112	0.0253
O	0.0879	1.6466	16.7241	0.0114	-0.011	0.0098
O	1.6498	8.6974	15.1067	-0.0141	-0.0133	0.006
O	7.2973	1.6957	16.2871	0.0022	0.0186	-0.0006
O	5.9816	7.5538	14.2643	-0.0036	-0.0149	0.0208
O	9.4671	3.9123	13.23	0.0133	0.0068	-0.0265
O	5.3386	0.0491	11.561	0.0096	0.023	0.0074
O	1.4809	6.0895	10.9945	-0.0188	-0.0264	0.0138
O	2.6418	7.2273	19.5845	0.0028	-0.0088	0.0144
O	6.4113	0.3027	14.0296	-0.0078	0.0048	-0.0097
O	7.7645	4.8322	11.3617	-0.0078	0.0081	-0.0021
O	9.803	10.5061	10.3013	-0.0127	-0.0036	0.0218
O	4.7211	4.3194	13.1452	0.0165	-0.0132	-0.0043
O	1.0603	5.5891	20.67	0.0052	-0.0123	-0.0192
O	6.1224	5.1374	15.3297	0.0065	0.0004	-0.0307
O	1.3316	3.8017	15.9207	-0.0116	-0.0148	0.013
O	5.548	6.3322	18.3567	0.0161	-0.0029	0.0076
O	2.3813	1.4085	15.6907	0.0079	0.0114	-0.0052
O	7.4301	0.853	18.7356	0.0163	-0.0016	-0.0144
O	7.0102	6.6257	9.3933	0.0233	-0.0018	0.0112
O	6.3081	4.7619	20.2826	-0.0121	-0.0022	-0.0144
O	8.2276	9.6119	15.1625	0.0276	-0.0013	0.0043
O	5.4555	2.634	11.2389	-0.0041	0.0066	-0.0028
O	7.2708	7.6484	19.7794	0.0004	0.0064	0.0117
O	10.5238	5.0555	17.5078	0.0105	-0.0135	0.0146
O	8.8024	1.12	14.223	-0.0135	-0.0211	0.0073
O	6.2945	3.4258	18.0727	0.0255	0.0063	-0.0055
O	4.5807	2.9417	15.4665	0.0107	-0.0149	-0.0259
O	-0.2038	10.4438	14.8348	-0.0262	-0.0312	0.0142
O	1.5772	0.9345	18.9806	0.0028	-0.019	-0.005
O	8.0809	6.0642	13.7672	-0.0065	-0.0057	-0.0011
O	3.7924	1.0979	20.3489	-0.0103	-0.0069	0.0174
O	8.4373	9.3998	17.7494	0.0062	0.015	-0.0042
O	8.897	2.9722	18.0774	-0.0256	0.0211	0.0064
O	2.485	9.7423	20.5235	0.0179	-0.0027	-0.0112
O	1.5338	6.3169	16.0835	0.0015	-0.0048	-0.0063
O	9.9094	6.1276	11.838	0.0119	-0.0057	0.0158
O	7.7322	7.2084	16.1696	0.0023	0.0142	-0.0205
O	5.7766	9.0704	17.9721	0.0062	-0.0091	0.0212
O	0.8301	10.0634	17.2488	-0.0233	0.0174	-0.0167
O	10.1984	8.1934	16.1962	-0.0109	0.0421	-0.0083
O	0.4357	2.2467	13.9762	0.0054	0.019	-0.0011
O	9.2005	9.8316	12.7593	0.0175	0.0076	0.0032

Results
free energy: -128353.857 eV
free energy less fixed offsets of H -17.10, O -569.03, Si -635.61 eV per atom: -0.597 eV

The program warned: the cutoff lies below the one the program advises for these potential files; the exchange-correlation potential is rough where the density is thin.
